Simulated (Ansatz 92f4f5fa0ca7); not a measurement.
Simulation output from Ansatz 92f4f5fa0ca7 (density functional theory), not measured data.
Periodic cell of 231 atoms, Si140O85As6, from a study of silicon, its oxide and their interface. The atomic structure is a simulated model.
Doubt: the cutoff is low for norm-conserving oxygen, so forces and energies are approximate.
Doubt: the program's own warning below bears on the result.
This geometry differs little from another in the collection (a relaxation step or a small displacement).

Settings: functional HSE06; potential files SPMS norm-conserving; basis plane waves; wave-function cutoff 800 eV; density cutoff ratio 4; exchange-correlation grid ratio 1; k mesh 1 x 1 x 1, Gamma-centred; occupations fixed; spin none; net charge 0.

Cell vectors (angstrom)
a	11.6015	0	0
b	0	10.938	0
c	0	0	32.8271

Atoms: element, x, y, z (angstrom)
Si	0.0577	-0.0093	24.3491
Si	4.0196	-0.0604	24.2073
Si	7.9311	-0.022	24.336
As	2.0497	1.3101	23.9869
As	5.9477	1.3645	23.9695
Si	9.7795	1.3999	24.4465
Si	0.281	5.7319	23.9081
Si	4.1071	5.4834	24.1877
Si	7.9465	5.5831	23.945
As	2.2469	7.0469	23.985
Si	5.9774	6.9567	24.068
Si	9.8731	6.8721	24.3144
Si	2.0293	2.6535	25.9934
Si	5.9311	2.6622	26.0079
Si	9.7792	2.9303	26.1288
Si	0.1835	4.1552	25.849
Si	3.9825	4.024	26.044
Si	7.7826	4.1587	25.9285
Si	2.085	8.1332	26.114
Si	5.9151	8.1605	26.1138
Si	9.7758	8.1946	26.2329
Si	0.1418	9.4854	26.1732
Si	3.9879	9.5231	26.1188
Si	7.8206	9.5127	26.1869
Si	0.0779	0.0224	28.0158
Si	3.9392	0.0112	28.0017
Si	7.8084	0.0343	28.0265
Si	2.0044	1.3787	27.9878
Si	5.8748	1.3752	27.9919
Si	9.7455	1.4112	27.983
Si	0.0956	5.4322	27.9247
Si	3.9316	5.4125	27.986
Si	7.7689	5.444	27.9579
Si	2.0131	6.789	28.0241
Si	5.8478	6.7937	28.0192
Si	9.7347	6.7578	28.0556
Si	1.9336	2.7345	29.9279
Si	5.8008	2.7345	29.9279
Si	9.6679	2.7345	29.9279
Si	0	4.1018	29.9279
Si	3.8672	4.1018	29.9279
Si	7.7343	4.1018	29.9279
Si	1.9336	8.2035	29.9279
Si	5.8008	8.2035	29.9279
Si	9.6679	8.2035	29.9279
Si	0	9.5708	29.9279
Si	3.8672	9.5708	29.9279
Si	7.7343	9.5708	29.9279
Si	0	0	31.8615
Si	3.8672	0	31.8615
Si	7.7343	0	31.8615
Si	1.9336	1.3673	31.8615
Si	5.8008	1.3673	31.8615
Si	9.6679	1.3673	31.8615
Si	0	5.469	31.8615
Si	3.8672	5.469	31.8615
Si	7.7343	5.469	31.8615
Si	1.9336	6.8362	31.8615
Si	5.8008	6.8362	31.8615
Si	9.6679	6.8362	31.8615
Si	1.9336	2.7345	0.9679
Si	5.8008	2.7345	0.9679
Si	9.6679	2.7345	0.9679
Si	0	4.1018	0.9679
Si	3.8672	4.1018	0.9679
Si	7.7343	4.1018	0.9679
Si	1.9336	8.2035	0.9679
Si	5.8008	8.2035	0.9679
Si	9.6679	8.2035	0.9679
Si	0	9.5708	0.9679
Si	3.8672	9.5708	0.9679
Si	7.7343	9.5708	0.9679
Si	-0.0592	-0.0265	2.9758
Si	3.7811	0.0091	2.8653
Si	7.7143	0.0213	2.8714
Si	1.85	1.3809	2.9095
Si	5.7286	1.326	2.8611
Si	9.6481	1.3658	2.8989
Si	-0.0977	5.4848	2.9486
Si	3.7679	5.5056	2.8992
Si	7.683	5.507	2.8503
Si	1.8198	6.8644	2.9088
Si	5.7259	6.8106	2.815
Si	9.6125	6.897	2.992
Si	1.7962	2.8398	4.7859
Si	5.613	2.7111	4.7407
Si	9.5514	2.726	4.8302
Si	-0.144	4.1682	4.9514
Si	3.7532	4.1553	4.8402
Si	7.59	3.9787	4.6216
Si	1.7849	8.2482	4.8293
Si	5.748	8.2552	4.6181
Si	9.5976	8.2029	5.0616
Si	-0.1192	9.6716	5.073
Si	3.7642	9.5484	4.7536
Si	7.6642	9.5899	4.7816
Si	-0.221	0.3459	7.0187
Si	3.6268	0.0444	6.6011
Si	7.3199	0.0891	6.6142
Si	1.8163	1.5444	6.7222
As	5.5032	1.578	6.8244
Si	9.279	1.4529	6.8303
Si	0.074	5.4376	7.0396
Si	3.8565	5.713	6.6324
Si	7.6064	5.3175	6.4675
As	1.857	7.0422	6.8595
As	5.867	6.9771	6.5435
Si	9.441	6.6573	7.0114
O	12.2116	4.5352	8.3403
O	6.8861	10.0398	7.8575
O	8.6433	7.2187	8.3849
O	3.3531	10.0223	7.9052
O	9.0799	2.4069	8.1786
O	7.4592	4.3958	7.829
O	4.05	5.2512	8.2141
O	-0.2059	10.882	8.6448
O	2.1733	2.4613	8.0642
O	4.0797	9.9744	22.8341
O	5.8594	8.0341	22.8014
O	5.7973	9.9702	20.8575
O	4.2601	4.4494	22.9038
O	9.8519	7.849	23.0068
O	0.2474	5.4842	22.2532
O	8.1478	4.9468	22.4242
O	11.1742	10.131	22.9717
O	9.7005	2.0361	22.9311
Si	-0.6755	18.3625	12.5018
Si	-0.058	5.6402	20.6385
Si	8.4112	0.5154	11.2451
Si	5.9012	-1.9138	16.8075
Si	8.3604	3.6408	8.9336
Si	-10.125	7.0567	18.3737
Si	-3.6011	10.8148	15.8329
Si	-0.2456	0.7868	10.0483
Si	-5.0398	10.0421	9.4408
Si	12.8699	2.9215	20.4662
Si	-6.0629	0.8094	16.9526
Si	-3.9099	3.2663	11.8404
Si	9.8243	9.3527	22.4897
Si	1.3887	9.577	11.4906
Si	5.6844	7.6962	14.2033
Si	4.9604	9.0233	21.8725
Si	8.7151	4.7333	20.9107
Si	14.5925	4.7464	11.5447
Si	4.8805	3.7575	16.6186
Si	10.1391	2.043	21.387
Si	4.5724	6.2742	9.3766
Si	1.3484	14.2592	9.1721
Si	1.4841	-4.9345	13.8334
Si	3.7009	9.3103	9.3039
Si	-6.2861	15.5006	13.5634
Si	8.3917	9.1551	13.2925
Si	7.5312	18.093	9.5927
Si	3.9486	6.8264	19.9958
Si	1.4563	9.7778	16.6644
Si	9.371	5.376	11.0042
Si	-5.286	10.122	19.336
Si	3.8131	4.2466	21.3655
Si	1.925	4.5694	16.5223
Si	5.9662	4.7627	19.3714
Si	1.3129	1.696	17.7099
Si	-2.1689	10.2984	19.8276
Si	10.6101	-10.8672	17.2204
Si	2.906	-2.2145	14.06
O	-6.9446	2.1483	16.8055
O	7.4991	15.7623	19.8545
O	-0.9492	6.2034	11.4714
O	9.6664	0.7799	20.5344
O	1.7584	5.3956	12.3597
O	4.0947	7.7758	9.0626
O	7.108	8.6409	9.991
O	12.1853	4.3007	19.9718
O	9.5039	4.6405	9.5501
O	-1.6799	5.752	20.5225
O	5.0574	3.8486	20.3895
O	-8.376	5.6649	20.8624
O	5.6316	7.7496	15.8505
O	-0.2718	12.3722	17.6661
O	7.4418	3.2588	10.2189
O	6.1825	6.2653	9.4307
O	-4.7572	11.9463	15.9849
O	3.9615	4.1578	12.7296
O	-3.6939	-0.7931	19.3999
O	8.2018	6.4797	10.8902
O	2.5753	7.1438	14.143
O	-0.0564	10.164	16.2
O	4.9952	10.1264	9.844
O	13.9275	3.7998	10.3923
O	-10.3485	5.7589	17.4063
O	1.5137	3.0296	16.812
O	0.5866	6.8506	19.7367
O	3.9059	5.8311	10.7728
O	4.4977	8.7143	13.7555
O	12.2867	10.9879	11.1497
O	-10.0577	4.8729	14.9758
O	4.9454	-0.6286	16.4341
O	-6.231	-6.9308	15.0908
O	2.4159	-1.5612	15.4461
O	5.7933	8.8591	18.4218
O	9.8452	9.1823	20.8974
O	-1.2586	10.1054	18.5237
O	5.862	15.1792	17.83
O	1.7591	2.0373	19.2146
O	2.6075	3.1868	21.3268
O	-3.0719	-0.6171	14.4019
O	1.2554	8.497	17.6511
O	7.4404	-1.4555	16.5586
O	6.4908	3.8626	12.7118
O	8.9827	4.2283	12.0808
O	5.8544	0.5416	18.5407
O	9.3811	3.2859	20.7341
O	-2.3568	0.5361	16.5675
O	0.2355	19.392	11.6482
O	5.3818	6.2675	19.5109
O	0.2479	2.3127	9.8155
O	3.5166	4.5978	16.7974
O	7.3247	0.3742	10.0593
O	13.7812	-1.3692	12.8946
O	3.0463	-3.8161	18.7194
O	8.3885	10.0172	11.9444
O	-3.6293	12.6619	12.2374
O	8.4466	-0.8505	22.982
O	4.0278	8.1211	20.9323
O	2.0087	0.2651	17.2915
O	9.8631	11.7827	10.643
O	-1.9652	8.1408	13.1493
O	2.4436	9.3088	10.3016
O	-16.1416	-2.6472	13.6
O	0.155	2.142	21.333
O	5.4965	6.1785	13.6801
O	0.0613	6.755	13.7735

Results
free energy: -69881.533 eV
free energy less fixed offsets of As -2657.37, O -447.96, Si -113.29 eV per atom: -0.113 eV
gap between the highest filled and lowest empty level on this k mesh: 1.502 eV

The program warned: the cutoff lies below the one the program advises for these potential files; the model core charge is not resolved on the grid; the forces do not sum to zero within the program's tolerance; the exchange-correlation potential is rough where the density is thin.
